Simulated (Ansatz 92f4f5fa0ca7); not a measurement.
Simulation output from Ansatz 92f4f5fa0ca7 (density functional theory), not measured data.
Periodic cell of 226 atoms, Si133O91H2, from a study of silicon, its oxide and their interface. The atomic structure is a simulated model.
Doubt: the cutoff is far below the 930 eV that the study's wrapper takes by default for these files, so forces and energies are approximate.
This geometry differs little from another in the collection (a relaxation step or a small displacement).

Settings: functional PBE; potential files Ansatz PAW; basis plane waves; wave-function cutoff 580 eV; density cutoff ratio 5; exchange-correlation grid ratio 1; k mesh 1 x 1 x 1, Gamma-centred; self-consistency stop 5e-08 eV per atom in the density residual; occupations fixed; spin none; net charge 0.

Cell vectors (angstrom)
a	10.938	0	0
b	0	10.938	0
c	0	0	32.8023

Atoms and the computed forces on them: element, x, y, z (angstrom), force x, y, z (eV/angstrom)
Si	0.3807	-0.1267	25.165	0.0322	-0.0656	-0.1356
Si	5.3179	0.147	25.2823	-0.0959	0.0713	-0.0746
Si	3.1426	2.4469	25.437	0.1046	-0.095	-0.1129
Si	8.113	3.0981	25.339	-0.0586	0.0693	-0.1654
Si	-0.0924	5.66	25.6793	-0.0875	0.0682	-0.146
Si	5.7153	5.1773	25.2721	0.0862	-0.0499	-0.0222
Si	2.5013	8.409	25.1843	-0.0478	0.123	-0.0711
Si	8.6291	7.841	25.2973	0.0779	-0.068	-0.0606
Si	1.455	1.3424	26.6598	0.0561	-0.0426	0.0006
Si	6.9437	1.3612	26.5293	-0.0225	0.0204	0.0132
Si	4.2171	4.0752	26.7219	0.0592	-0.0552	-0.014
Si	9.5646	4.1224	26.8538	0.0114	0.043	-0.0043
Si	1.4621	6.9523	26.7642	-0.0306	-0.0021	0.009
Si	6.8736	6.8293	26.5553	0.0474	-0.0493	-0.0076
Si	4.1188	9.5238	26.574	-0.0232	0.0364	-0.0132
Si	9.6698	9.6114	26.4975	0.0451	-0.0403	0.0201
Si	2.7763	-0.0533	28.0247	0.0227	0.0055	-0.0152
Si	8.2559	-0.0257	27.9414	-0.0194	0.0213	-0.0167
Si	0.0435	2.6809	28.0362	-0.0492	0.0292	0.0099
Si	5.5604	2.6656	28.029	-0.0152	-0.0047	-0.0215
Si	2.7857	5.4531	28.0239	-0.0215	0.0442	0.0111
Si	8.1592	5.5094	28.0799	-0.0117	0.0135	-0.0381
Si	-0.002	8.2638	28.0371	-0.0278	-0.0122	-0.0384
Si	5.4892	8.1748	27.963	-0.013	0.0117	-0.0168
Si	4.1018	1.3673	29.384	0.2393	-0.2061	-0.0067
Si	9.5708	1.3673	29.384	0.0572	-0.3422	-0.0915
Si	1.3673	4.1018	29.384	0.143	-0.0333	-0.0737
Si	6.8362	4.1018	29.384	-0.0537	-0.1238	0.3925
Si	4.1018	6.8362	29.384	0.3164	-0.0312	-0.0238
Si	9.5708	6.8362	29.384	-0.0129	0.3714	0.157
Si	1.3673	9.5708	29.384	0.0468	0.1829	0.3555
Si	6.8362	9.5708	29.384	0.1135	-0.0254	-0.5407
Si	0	0	30.7513	0.0327	0.0337	0.0337
Si	5.469	0	30.7513	-0.0511	0.0734	-0.0199
Si	2.7345	2.7345	30.7513	0.0281	0.0672	-0.015
Si	8.2035	2.7345	30.7513	0.0114	0.1074	-0.0247
Si	0	5.469	30.7513	-0.001	0.0294	-0.0476
Si	5.469	5.469	30.7513	-0.0578	-0.0292	0.0253
Si	2.7345	8.2035	30.7513	-0.0509	0.0339	-0.0333
Si	8.2035	8.2035	30.7513	0.074	0.0216	0.0188
Si	1.3673	1.3673	32.1185	-0.0428	-0.0267	-0.0196
Si	6.8362	1.3673	32.1185	-0.003	-0.044	-0.0269
Si	4.1018	4.1018	32.1185	0.0222	0.0073	-0.0037
Si	9.5708	4.1018	32.1185	0.0162	-0.0585	-0.0143
Si	1.3673	6.8362	32.1185	0.0346	-0.0122	-0.0252
Si	6.8362	6.8362	32.1185	0.0234	-0.027	-0.017
Si	4.1018	9.5708	32.1185	0.0588	-0.0412	-0.0277
Si	9.5708	9.5708	32.1185	0.0056	0.0042	-0.0075
Si	2.7345	0	0.6835	-0.0202	0.036	0.0207
Si	8.2035	0	0.6835	0.0126	0.0243	0.0313
Si	0	2.7345	0.6835	0.0162	0.0656	0.0201
Si	5.469	2.7345	0.6835	0.0248	0.0025	-0.0032
Si	2.7345	5.469	0.6835	-0.045	0.0062	0.0384
Si	8.2035	5.469	0.6835	-0.0047	0.0306	0.033
Si	0	8.2035	0.6835	-0.0048	-0.0138	-0.0034
Si	5.469	8.2035	0.6835	-0.1011	0.0548	0.0042
Si	4.1018	1.3673	2.0507	0.041	-0.0012	-0.0028
Si	9.5708	1.3673	2.0507	0.0514	-0.0201	0.0316
Si	1.3673	4.1018	2.0507	-0.0129	-0.0816	0.0406
Si	6.8362	4.1018	2.0507	-0.113	-0.0911	-0.026
Si	4.1018	6.8362	2.0507	0.1145	0.0018	0.0114
Si	9.5708	6.8362	2.0507	0.0195	0.0071	-0.012
Si	1.3673	9.5708	2.0507	-0.0734	-0.069	-0.0237
Si	6.8362	9.5708	2.0507	-0.0013	-0.0876	0.0219
Si	0	0	3.418	-0.0444	-0.1147	-0.3113
Si	5.469	0	3.418	-0.1043	0.2511	0.1182
Si	2.7345	2.7345	3.418	0.0187	0.1487	-0.0126
Si	8.2035	2.7345	3.418	-0.1171	0.13	0.1893
Si	0	5.469	3.418	-0.2316	-0.0006	0.2513
Si	5.469	5.469	3.418	-0.0391	-0.0388	-0.4315
Si	2.7345	8.2035	3.418	-0.2046	0.0699	0.0745
Si	8.2035	8.2035	3.418	-0.1323	-0.2067	-0.2458
Si	1.3613	1.35	4.7513	-0.0207	0.0345	0.0253
Si	6.7844	1.4262	4.8139	0.0226	-0.0092	0.0116
Si	4.0557	4.1867	4.7746	0.001	-0.0008	0.0281
Si	9.5212	4.1239	4.8326	0.0127	-0.0122	0.0173
Si	1.32	6.865	4.8018	0.0059	-0.0187	0.0247
Si	6.8585	6.7694	4.7584	-0.0098	-0.0044	0.0169
Si	4.076	9.5933	4.7784	0.0223	-0.0214	0.0262
Si	9.5115	9.6021	4.7428	0.0153	-0.004	0.0232
Si	2.7112	0.0134	6.1782	-0.0258	-0.0149	-0.0388
Si	8.1064	-0.0261	6.1329	0.0069	0.0042	-0.0292
Si	-0.0751	2.6594	6.1006	0.03	-0.0525	-0.0248
Si	5.4371	2.8792	6.1665	-0.0591	0.0348	-0.0119
Si	2.6494	5.5014	6.2062	0.0152	0.0077	0.0024
Si	8.1255	5.437	6.302	-0.0108	0.0169	-0.0063
Si	-0.1207	8.2094	6.1225	-0.0138	0.0295	0.0066
Si	5.4157	8.1085	6.0129	0.0023	-0.0281	-0.0276
Si	3.8236	1.7302	7.3749	-0.0509	0.1526	0.1466
Si	9.6923	1.08	7.4453	0.086	-0.0431	0.0692
Si	1.4814	3.8122	7.3919	0.0782	-0.1398	0.1185
Si	6.4389	4.432	7.7297	-0.0835	0.046	0.1173
Si	4.2217	6.7306	7.5034	0.0822	-0.0576	0.0842
Si	9.2489	7.0928	7.5444	-0.072	0.0229	0.0616
Si	1.0215	9.814	7.3786	-0.0852	0.0704	0.058
Si	6.9321	9.2477	7.3287	-0.0102	-0.0646	0.1335
O	9.7566	6.678	24.9649	0.0355	-0.0284	0.157
O	4.2066	1.3051	24.8925	0.0018	0.001	0.1524
O	8.0901	8.2217	7.9711	0.0255	-0.0076	-0.1103
O	2.6481	2.7596	7.9588	-0.0007	0.015	-0.1549
O	6.9093	4.1171	24.7795	0.0152	-0.0201	0.1111
O	1.4279	9.5947	24.669	0.0074	-0.0056	0.124
O	5.3165	5.6123	8.0376	-0.0137	0.0166	-0.0717
O	-0.0706	0.0048	7.8999	-0.0467	-0.0034	-0.099
O	6.8061	3.9304	9.2754	-0.0251	0.0034	-0.1632
O	5.8901	9.8078	8.4873	0.0112	0.0294	-0.0509
O	9.8694	6.4312	8.9494	-0.0028	0.0037	-0.0696
O	1.528	9.1104	8.7626	0.022	-0.0158	-0.0254
O	4.7519	1.3067	8.6765	-0.0015	-0.0477	-0.0572
O	0.5948	4.3278	8.6825	-0.0018	0.0256	-0.0607
O	8.9276	1.6033	8.8215	0.0067	-0.018	-0.0873
O	3.7062	7.5703	8.8475	-0.0029	-0.0196	-0.0578
O	8.1817	8.2358	23.7716	0.0045	-0.0145	0.1187
O	9.1103	2.7518	24.0758	0.0066	-0.0413	0.0612
O	4.8747	5.6738	23.9412	-0.0012	0.0033	0.0496
O	2.6747	3.0903	24.0114	-0.0113	0.0115	0.0681
O	10.8709	0.7843	23.8398	-0.014	0.0061	0.0504
O	0.7787	4.9234	24.5212	-0.0099	0.0002	0.0264
O	3.0468	7.6072	23.8328	0.0027	-0.0014	0.064
O	5.7713	10.3513	23.8693	-0.0155	0.0161	0.1127
Si	6.1989	-0.4411	22.3019	0.034	0.0255	-0.1038
Si	4.3932	10.2391	19.846	-0.026	-0.029	0.0131
Si	2.5768	14.0986	16.3309	-0.0022	0.0019	-0.0097
Si	12.7552	5.7943	16.5151	-0.0191	0.0457	-0.0031
Si	5.1721	-0.0435	9.456	0.0486	0.0225	0.0328
Si	6.6791	8.3291	15.9443	-0.0015	0.0235	-0.0124
Si	2.9298	5.0398	14.0596	-0.0057	0.0079	-0.0293
Si	-3.2503	4.2946	16.0042	-0.0041	0.0199	0.0003
Si	17.0942	10.9608	17.3082	0.0005	-0.0152	0.0354
Si	6.7109	6.1291	18.1068	0.0222	0.0404	0.0346
Si	7.3192	4.2084	10.8114	0.0141	0.0145	0.1005
Si	1.4695	10.2466	19.3447	-0.0251	-0.0107	0.0655
Si	11.5783	4.4537	12.4201	0.0325	-0.0208	0.0828
Si	8.7109	12.3407	16.5532	-0.0162	-0.031	-0.0153
Si	5.66	3.7481	13.5432	-0.0186	0.0048	0.0081
Si	9.2054	8.0946	14.0664	-0.0035	0.0056	0.0037
Si	-0.8001	10.9669	14.3338	-0.0043	-0.0011	-0.0249
Si	7.372	10.2987	11.3808	0.0056	-0.0119	0.0898
Si	9.6759	10.1218	20.3111	-0.009	-0.0158	-0.0191
Si	8.3697	8.4749	22.1923	0.0355	0.0183	-0.1124
Si	-0.6685	2.1347	23.0952	-0.0829	0.0038	-0.0486
Si	5.5346	8.9692	13.1906	-0.0144	0.0336	0.0085
Si	8.1163	12.3947	21.0069	0.0019	-0.0119	-0.0481
Si	0.6151	11.6452	16.8149	0.0066	-0.0518	0.0177
Si	11.1368	5.6134	9.597	-0.0053	-0.025	0.0447
Si	4.282	7.0214	20.022	-0.028	0.0366	-0.0203
Si	3.6994	6.3323	23.0079	0.0199	0.0059	-0.0467
Si	-0.7094	5.553	14.9041	0.0215	-0.0186	-0.0327
Si	1.3854	7.126	19.1171	-0.0353	0.026	0.024
Si	3.0486	9.9791	11.5358	0.0296	0.0235	0.1257
Si	-1.6285	7.2288	19.7159	0.051	0.0442	0.0148
Si	2.3006	7.9636	9.6032	0.0167	0.0368	0.0713
Si	1.6106	4.1345	23.3903	-0.035	-0.0067	-0.0061
Si	4.464	12.4046	15.1766	0.0111	0.0076	-0.0219
Si	11.6996	12.3383	11.9865	-0.0247	-0.0153	0.0588
Si	7.3716	7.3536	11.6463	-0.0066	0.025	0.0799
Si	9.1983	1.6878	10.4327	0.0396	-0.0274	0.1421
O	7.5012	5.8713	10.9317	0.0081	-0.0011	-0.0337
O	6.6624	4.1344	14.7583	0.0109	0.0025	0.0067
O	10.8213	6.5428	19.5467	0.0274	-0.0013	0.0017
O	2.8756	10.8313	19.8772	0.0221	0.0025	-0.008
O	7.6663	8.7662	10.7897	-0.0125	0.0012	-0.0174
O	-2.4709	0.2246	19.9779	-0.006	0.0228	0.0335
O	2.3636	8.5485	11.142	-0.0124	-0.0586	-0.093
O	4.4566	4.8592	13.5486	0.0029	-0.0063	0.0079
O	15.0064	2.5027	16.3974	-0.0106	-0.0025	0.0165
O	6.9498	4.6353	17.4404	-0.0072	-0.0108	-0.0075
O	5.5533	8.5812	14.7724	0.0107	-0.0162	0.012
O	0.4094	10.8413	15.4133	0.0154	0.0119	0.0181
O	8.1654	8.3	15.2936	-0.007	-0.0081	0.0167
O	8.5992	13.9147	16.2177	0.0021	-0.0024	0.0024
O	7.4197	11.9799	17.4822	0.0059	-0.0039	-0.018
O	8.4876	7.3326	12.8267	0.0001	-0.0146	-0.0357
O	5.8607	7.6148	12.2872	0.0191	-0.0169	-0.0379
O	9.4723	-2.1154	19.3198	0.0043	-0.0143	0.0005
O	2.5221	15.4449	17.2685	0.0052	-0.018	-0.0093
O	-4.6225	6.9805	16.7654	-0.0034	-0.0069	-0.0043
O	12.3115	10.5879	17.7675	-0.002	0.02	-0.0526
O	-2.7803	6.5676	18.7643	-0.036	-0.0222	-0.0139
O	12.3718	8.6559	19.6132	0.0101	-0.0234	-0.0047
O	6.3261	3.7868	12.0503	-0.0005	-0.0055	-0.0313
O	11.2958	5.218	16.0693	0.0038	-0.0125	0.01
O	0.4961	3.2069	22.6339	0.0009	0.0069	0.0502
O	13.7009	6.443	19.7049	-0.009	-0.0021	0.0036
O	-8.9279	11.2183	11.9607	0.0041	-0.0069	-0.0221
O	2.7409	6.209	15.2096	-0.0075	-0.0129	0.0186
O	16.4096	11.3584	15.8876	0.0075	0.0124	-0.0034
O	8.5988	3.1411	10.9635	-0.0063	0.0048	-0.058
O	10.673	11.9825	13.1909	-0.0045	0.0043	0.0063
O	-1.3904	9.5804	21.866	0.005	-0.0124	0.0337
O	5.4731	6.2202	19.1937	0.0159	-0.0183	-0.0102
O	-6.0057	10.6743	21.3113	-0.018	-0.0022	0.0166
O	1.2571	13.8773	12.2201	-0.0106	0.0017	-0.0154
O	10.8215	1.5005	10.6143	-0.0077	0.027	-0.0421
O	1.4202	13.0494	16.7314	-0.0007	0.0091	-0.0018
O	8.8077	11.5365	15.1158	-0.0044	0.0099	0.0075
O	5.1191	13.1725	13.8772	0.0056	-0.012	-0.0035
O	3.8038	10.3809	10.1571	0.0067	-0.0275	-0.0683
O	6.2339	0.2563	10.6281	-0.0243	0.001	-0.0573
O	6.9383	9.1374	21.7513	-0.027	-0.0165	0.0492
O	-2.2037	5.4448	15.5268	-0.0027	0.005	-0.002
O	9.5424	1.8341	21.6841	0.0253	0.0126	0.1079
O	4.4439	6.8311	21.6405	-0.0097	-0.0026	0.067
O	5.2135	10.9895	18.6364	0.0148	0.0122	-0.0094
O	8.6337	0.3801	11.2772	-0.012	0.0129	-0.0607
O	0.1826	10.8543	20.1317	0.0319	-0.0073	-0.0047
O	6.7701	10.0364	12.896	-0.0034	0.0107	-0.0332
O	8.7492	7.1572	21.277	-0.0073	0.0059	0.0131
O	-0.8712	1.0903	17.4002	0.0029	0.0122	-0.0136
O	4.4228	8.6122	19.6254	0.0009	-0.0028	0.0075
O	10.8367	5.0573	11.0961	-0.0142	0.0276	-0.0771
O	10.4398	7.1237	14.4925	-0.0063	-0.0034	0.0104
O	7.4395	2.7186	20.2401	-0.0069	-0.0296	-0.0649
O	4.106	9.6697	12.7586	-0.0117	0.0024	-0.0352
O	1.9518	5.367	12.7926	0.0007	-0.0041	0.003
O	1.4789	6.5846	9.6639	0.0051	-0.0005	-0.0183
O	6.7011	9.4571	17.1053	0.0067	-0.0002	-0.0107
O	7.142	11.8246	22.1983	-0.0036	0.0202	0.0207
O	2.5104	5.2558	22.5927	0.0027	0.0023	0.0414
O	-1.1233	9.5382	13.6273	0.0087	0.0066	0.0061
O	13.3369	14.5851	14.762	-0.006	-0.0313	0.0273
O	1.5775	7.0559	17.4947	0.0098	-0.0085	-0.0236
O	10.467	4.5467	13.6281	0.001	0.0068	-0.0132
H	7.2628	2.6168	19.2884	0.0254	0.0057	0.1053
O	3.1165	11.6118	14.742	0.0001	0.0138	0.0046
H	2.8935	11.4992	13.8054	0.0027	0.0071	0.013

Results
free energy: -136335.358 eV
free energy less fixed offsets of H -15.97, O -568.88, Si -635.61 eV per atom: 0.792 eV

The program warned: the cutoff lies below the one the program advises for these potential files; the forces do not sum to zero within the program's tolerance; the exchange-correlation potential is rough where the density is thin.
